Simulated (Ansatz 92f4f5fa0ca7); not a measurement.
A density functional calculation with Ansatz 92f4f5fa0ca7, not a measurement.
Periodic cell of 276 atoms, Si168O108, from a study of silicon, its oxide and their interface. The atomic structure is a simulated model.
Doubt: the cutoff is low for norm-conserving oxygen, so forces and energies are approximate.
Doubt: the program's own warning below bears on the result.
This geometry differs little from another in the collection (a relaxation step or a small displacement).

Settings
functional: HSE06
potential files: SPMS norm-conserving
basis: plane waves
wave-function cutoff: 800 eV
density cutoff ratio: 4
exchange-correlation grid ratio: 1
k mesh: 1 x 1 x 1, Gamma-centred
occupations: fixed
spin: none
net charge: 0

Cell vectors (angstrom)
a  11.6015  0  0
b  0  13.3963  0
c  0  0  30.8482

Atoms: element, x, y, z (angstrom)
Si  0.0497  -0.0952  24.0815
Si  3.8769  0.0062  24.1873
Si  7.7322  0.0551  23.9968
Si  1.9152  3.4184  24.1254
Si  6.0044  3.3847  24.1943
Si  9.6196  3.3595  24.2601
Si  -0.1105  6.6786  24.1278
Si  3.7511  6.6835  24.1907
Si  7.7003  6.7765  24.1407
Si  1.9929  10.0047  24.1519
Si  5.7871  10.0737  24.1517
Si  9.6498  10.064  23.9568
Si  0.0151  2.192  24.8251
Si  3.926  2.2984  24.7948
Si  7.7756  2.1707  25.1003
Si  1.837  5.6037  25.0001
Si  5.7647  5.6234  24.888
Si  9.5967  5.6053  24.9951
Si  -0.0252  8.9447  24.8207
Si  3.8915  8.909  24.9778
Si  7.7486  8.9906  24.9037
Si  1.9597  12.2494  24.9631
Si  5.8323  12.3134  24.9088
Si  9.6474  12.2826  24.797
Si  0.0037  2.2097  27.2341
Si  3.8846  2.2609  27.2184
Si  7.7492  2.1934  27.4133
Si  1.8926  5.5855  27.3426
Si  5.784  5.5915  27.2736
Si  9.642  5.5935  27.3411
Si  -0.0137  8.9387  27.2306
Si  3.8773  8.9174  27.33
Si  7.7433  8.9522  27.2832
Si  1.9415  12.2664  27.3173
Si  5.8184  12.2882  27.2857
Si  9.658  12.2699  27.2188
Si  1.9517  1.1267  28.0552
Si  5.7811  1.1145  28.0947
Si  9.6992  1.0842  28.0903
Si  -0.027  4.4411  28.0858
Si  3.8534  4.4737  28.0763
Si  7.7114  4.4653  28.0932
Si  1.9129  7.8276  28.0828
Si  5.8187  7.8125  28.0879
Si  9.6696  7.835  28.0856
Si  -0.014  11.1601  28.0634
Si  3.8837  11.1598  28.0863
Si  7.7413  11.1751  28.0824
Si  1.9336  1.1164  30.4532
Si  5.8008  1.1164  30.4532
Si  9.6679  1.1164  30.4532
Si  0  4.4654  30.4532
Si  3.8672  4.4654  30.4532
Si  7.7343  4.4654  30.4532
Si  1.9336  7.8145  30.4532
Si  5.8008  7.8145  30.4532
Si  9.6679  7.8145  30.4532
Si  0  11.1635  30.4532
Si  3.8672  11.1635  30.4532
Si  7.7343  11.1635  30.4532
Si  0  0  0.3944
Si  3.8672  0  0.3944
Si  7.7343  0  0.3944
Si  1.9336  3.3491  0.3944
Si  5.8008  3.3491  0.3944
Si  9.6679  3.3491  0.3944
Si  0  6.6981  0.3944
Si  3.8672  6.6981  0.3944
Si  7.7343  6.6981  0.3944
Si  1.9336  10.0472  0.3944
Si  5.8008  10.0472  0.3944
Si  9.6679  10.0472  0.3944
Si  0.0021  -0.0066  2.766
Si  3.8904  -0.0087  2.7519
Si  7.7432  -0.0075  2.7804
Si  1.9236  3.351  2.7588
Si  5.7884  3.3635  2.7352
Si  9.6697  3.3611  2.773
Si  -0.0137  6.6939  2.7847
Si  3.857  6.7006  2.7456
Si  7.7515  6.7074  2.7771
Si  1.92  10.0639  2.76
Si  5.7867  10.0237  2.7591
Si  9.6309  10.0654  2.777
Si  -0.0007  2.2189  3.5571
Si  3.8665  2.231  3.5029
Si  7.7154  2.2527  3.5008
Si  1.9404  5.5856  3.5569
Si  5.801  5.5982  3.5059
Si  9.6599  5.5796  3.6428
Si  -0.0294  8.9544  3.5169
Si  3.8379  8.9209  3.5435
Si  7.7052  8.9325  3.6096
Si  1.9527  12.3047  3.5389
Si  5.8134  12.2404  3.555
Si  9.6802  12.2863  3.6273
Si  0.005  2.1968  5.9326
Si  3.8859  2.2139  5.848
Si  7.679  2.259  5.8406
Si  1.9624  5.5761  5.9296
Si  5.79  5.5901  5.8538
Si  9.6544  5.5538  6.0681
Si  -0.065  8.9769  5.8656
Si  3.7874  8.8834  5.9139
Si  7.6619  8.9152  6.0136
Si  1.9856  12.322  5.8976
Si  5.8198  12.1824  5.9298
Si  9.6979  12.292  6.0465
Si  1.9903  1.1512  6.7416
Si  5.8079  1.0321  6.5822
Si  9.5819  1.1953  6.6713
Si  0.0659  4.421  6.6783
Si  3.9261  4.4212  6.6667
Si  7.63  4.4521  6.7591
Si  1.7933  7.823  6.6801
Si  5.6919  7.7618  6.7539
Si  9.6398  7.8498  6.7253
Si  0.1175  11.1914  6.7373
Si  3.8363  11.0951  6.6876
Si  7.7715  11.1438  6.8341
O  4.1339  4.2787  8.304
O  5.5197  7.5612  8.3948
O  9.2861  1.4832  8.2893
O  9.7305  8.0562  8.3638
O  2.2173  1.2416  8.3793
O  5.8833  0.9162  8.2145
O  1.4928  7.9214  8.3104
O  0.4769  11.1951  8.3657
O  3.671  10.9487  8.3295
O  0.3649  4.2973  8.3054
O  7.3109  4.4368  8.4035
O  7.7924  11.1888  8.4994
O  6.5962  3.4083  22.6391
O  2.2051  9.8782  22.5203
O  7.7063  0.1558  22.3266
O  11.2819  6.541  22.4921
O  7.7763  6.9186  22.4867
O  0.2482  13.0283  22.4654
O  9.6185  10.0325  22.2838
O  3.4497  6.6606  22.5574
O  5.7519  10.0543  22.5035
O  9.2951  3.4249  22.6369
O  1.761  3.5979  22.4979
O  3.8506  -0.0733  22.5469
Si  8.9604  10.0784  18.0422
Si  4.4105  10.9294  9.7639
Si  9.2051  10.7294  20.8654
Si  5.056  8.144  9.8343
Si  2.6787  1.6898  9.8638
Si  7.1791  6.2442  21.1437
Si  10.3845  6.6101  18.2894
Si  3.0802  10.8252  12.5332
Si  10.0407  6.1328  14.1749
Si  9.7309  1.5088  16.1906
Si  5.4944  0.5007  9.7102
Si  1.6337  9.6601  21.0226
Si  11.0819  4.162  9.6431
Si  7.2795  0.8151  20.881
Si  3.2679  6.4454  14.501
Si  7.9513  3.501  21.7346
Si  10.1737  1.2492  9.6199
Si  13.5797  3.6735  15.3422
Si  8.1462  5.0576  9.6468
Si  -0.5957  4.3094  16.6065
Si  1.3956  13.1104  11.9551
Si  7.3964  1.5492  14.0417
Si  8.4755  10.8498  9.9388
Si  5.0421  6.0229  11.956
Si  7.9404  0.0639  11.4102
Si  11.6339  12.4398  20.9715
Si  9.0296  7.8627  9.8078
Si  4.0582  8.7202  19.4405
Si  7.5976  4.5222  12.7109
Si  0.7158  1.1039  14.5592
Si  4.4962  10.4167  15.0296
Si  1.8238  9.1962  14.6042
Si  4.0956  6.1081  21.1762
Si  4.4588  13.3563  21.0606
Si  1.9038  1.1549  19.5741
Si  4.9941  7.9253  16.621
Si  2.8393  1.2266  16.5672
Si  8.037  13.105  17.996
Si  7.4679  7.5901  18.3108
Si  11.4199  11.9331  9.6455
Si  5.9813  10.5726  20.9921
Si  10.7433  8.4736  16.0469
Si  5.5675  13.3244  15.9652
Si  2.0828  7.3457  9.6972
Si  1.9657  4.0678  20.9668
Si  3.3969  4.5662  9.7122
Si  0.2137  6.738  20.9797
Si  11.3916  6.5707  11.4515
O  9.2317  0.6488  17.4551
O  9.3109  0.717  10.8618
O  1.0019  4.1727  16.5212
O  2.6192  12.3721  12.7115
O  6.2234  5.3551  12.8169
O  1.0415  5.3741  20.6132
O  10.525  5.0588  15.2649
O  5.1494  11.8189  15.4998
O  2.5019  3.2778  10.1
O  1.0897  2.695  14.3617
O  7.8555  0.411  12.9788
O  5.5949  7.2884  11.0965
O  3.2486  0.4286  20.1141
O  3.4647  4.6704  20.7686
O  1.9054  9.8465  13.1058
O  4.2313  1.3791  10.1369
O  4.1039  8.5568  17.8308
O  5.1127  11.9135  20.7156
O  -0.0202  5.0549  10.8871
O  4.2684  6.768  15.7414
O  9.6526  9.907  19.5199
O  7.3271  3.0286  13.3262
O  5.6491  5.8841  21.4547
O  7.9373  6.6674  9.6909
O  7.9201  4.3924  11.1091
O  10.2421  2.9184  16.7378
O  9.8591  9.6176  16.7785
O  7.2386  7.214  19.8666
O  10.9386  2.6036  10.0529
O  6.0524  0.9313  14.7586
O  3.9558  6.5101  13.04
O  8.8397  6.8672  17.8872
O  11.1764  6.4283  13.0458
O  1.0697  7.4409  10.9563
O  8.3474  9.2609  10.2729
O  11.2775  7.5304  17.2753
O  0.7232  10.9769  20.7388
O  6.7192  -0.1316  17.0861
O  4.2634  0.5163  16.7014
O  0.3548  9.2393  15.2811
O  2.8161  9.636  19.9197
O  6.7214  0.8243  10.6825
O  5.4096  9.4463  19.9757
O  7.8996  11.8606  11.084
O  0.5111  0.3856  13.1282
O  7.9539  4.8566  20.8587
O  10.1002  7.3565  10.8945
O  2.1598  7.6149  14.5299
O  10.0533  11.1421  9.8825
O  11.2018  13.4761  9.2021
O  4.4326  4.9447  10.8998
O  0.95  8.1887  20.9374
O  2.6241  4.9628  14.626
O  10.9552  0.8447  15.3805
O  10.0364  12.1432  20.7803
O  7.6231  9.1781  18.0908
O  2.4111  5.7978  9.453
O  3.1052  2.7458  16.0412
O  10.6489  6.8646  19.8603
O  8.5515  11.5996  17.8299
O  1.9309  0.4798  15.4416
O  5.1758  12.3299  9.8983
O  6.2563  7.1783  17.3231
O  8.7404  5.4315  13.461
O  7.7011  13.4056  19.5475
O  4.4274  10.5065  13.3966
O  8.4973  1.7083  15.1902
O  2.0308  1.2256  17.966
O  3.3476  10.6898  10.9526
O  5.6713  1.0164  20.9245
O  10.7018  5.0756  17.9773
O  3.8979  7.2211  20.0312
O  9.8822  7.5532  14.9874
O  5.3651  9.1713  15.6232
O  0.6322  11.9903  11.047
O  3.4481  8.1223  10.0006
O  7.9704  2.2584  20.7231
O  9.6658  4.7824  9.2066
O  0.6465  0.1867  19.9803
O  1.7419  2.7003  20.1046
O  5.4798  9.7092  9.8631
O  7.5758  10.8537  20.7997
O  1.8425  0.8944  10.9683
O  2.9413  10.0564  15.4516

Results
free energy: -67415.403 eV
free energy less fixed offsets of O -447.96, Si -113.29 eV per atom: -3.003 eV
gap between the highest filled and lowest empty level on this k mesh: 1.430 eV

The program warned: the cutoff lies below the one the program advises for these potential files; the model core charge is not resolved on the grid; the forces do not sum to zero within the program's tolerance; the exchange-correlation potential is rough where the density is thin.
